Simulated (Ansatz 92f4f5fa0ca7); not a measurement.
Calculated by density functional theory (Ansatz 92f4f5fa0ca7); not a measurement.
Periodic cell of 351 atoms, Si241O110, from a study of silicon, its oxide and their interface. The atomic structure is a simulated model.
Doubt: the cutoff is far below the 930 eV that the study's wrapper takes by default for these files, so forces and energies are approximate.
This geometry differs little from another in the collection (a relaxation step or a small displacement).

Settings: functional PBE; potential files Ansatz PAW; basis plane waves; wave-function cutoff 580 eV; density cutoff ratio 5; exchange-correlation grid ratio 1; k mesh 1 x 1 x 1, Gamma-centred; self-consistency stop 5e-08 eV per atom in the density residual; occupations fixed; spin none; net charge 0.

Cell vectors (angstrom)
a  11.6015  0  0
b  0  13.3963  0
c  0  0  40.3107

Atoms and the computed forces on them: element, x, y, z (angstrom), force x, y, z (eV/angstrom)
Si  0  2.2327  1.1851  0  -0.052  -0.0079
Si  3.8672  2.2327  1.1851  0  -0.0693  0.041
Si  7.7343  2.2327  1.1851  0.0143  -0.0219  0.0007
Si  1.9336  5.5818  1.1851  -0.0051  -0.0344  -0.0005
Si  5.8008  5.5818  1.1851  0.0155  -0.0129  0.0106
Si  9.6679  5.5818  1.1851  0.0078  -0.0257  -0.0376
Si  0  8.9308  1.1851  -0.0125  0.016  0.0405
Si  3.8672  8.9308  1.1851  -0.033  0.0086  0.0099
Si  7.7343  8.9308  1.1851  0.0004  0.0082  -0.0047
Si  1.9336  12.2799  1.1851  -0.0123  0.019  -0.023
Si  5.8008  12.2799  1.1851  0.0052  0.0209  -0.0096
Si  9.6679  12.2799  1.1851  0.0075  0.0652  0.0458
Si  1.9336  1.1164  1.9745  -0.0276  0.0003  0.0145
Si  5.8008  1.1164  1.9745  -0.0166  0.0234  0.0066
Si  9.6679  1.1164  1.9745  -0.0004  -0.0215  0.0259
Si  0  4.4654  1.9745  -0.0517  0.0462  -0.0113
Si  3.8672  4.4654  1.9745  -0.0287  0.1046  -0.0249
Si  7.7343  4.4654  1.9745  0.0388  0.0419  -0.0092
Si  1.9336  7.8145  1.9745  0.1268  0.0217  -0.0118
Si  5.8008  7.8145  1.9745  0.0667  -0.0311  -0.0341
Si  9.6679  7.8145  1.9745  -0.0545  0.0118  -0.0216
Si  0  11.1635  1.9745  0.1381  0.0234  -0.0141
Si  3.8672  11.1635  1.9745  0.016  -0.0231  -0.0243
Si  7.7343  11.1635  1.9745  -0.1299  0.0021  -0.0229
Si  1.9336  1.1164  4.3426  -0.1133  -0.0137  -0.092
Si  5.8008  1.1164  4.3426  -0.035  0.0862  0.067
Si  9.6679  1.1164  4.3426  -0.0017  -0.0432  -0.2811
Si  0  4.4654  4.3426  -0.1608  0.064  -0.2312
Si  3.8672  4.4654  4.3426  -0.0235  0.2203  0.2199
Si  7.7343  4.4654  4.3426  0.1397  0.1178  -0.1369
Si  1.9336  7.8145  4.3426  0.2875  0.1304  0.1315
Si  5.8008  7.8145  4.3426  0.1932  -0.0672  0.2156
Si  9.6679  7.8145  4.3426  -0.1702  0.0541  -0.1841
Si  0  11.1635  4.3426  0.3513  0.1489  -0.0926
Si  3.8672  11.1635  4.3426  0.0057  -0.0998  0.0751
Si  7.7343  11.1635  4.3426  -0.3141  0.0462  -0.0075
Si  0  0  35.9701  0.0534  -0.2004  -0.6353
Si  3.8672  0  35.9701  0.0183  -0.2168  -0.5995
Si  7.7343  0  35.9701  -0.0194  -0.0942  -0.37
Si  1.9336  3.3491  35.9701  0.0099  -0.1873  0.3453
Si  5.8008  3.3491  35.9701  -0.0535  -0.298  0.2206
Si  9.6679  3.3491  35.9701  0.1471  -0.2716  0.2825
Si  0  6.6981  35.9701  0.2629  -0.0284  0.3313
Si  3.8672  6.6981  35.9701  -0.1548  -0.1384  0.1896
Si  7.7343  6.6981  35.9701  0.0126  -0.0688  0.1972
Si  1.9336  10.0472  35.9701  -0.0919  0.1919  -0.2089
Si  5.8008  10.0472  35.9701  -0.3396  0.4175  0.0823
Si  9.6679  10.0472  35.9701  0.1909  0.2665  0.0746
Si  0  0  38.3383  0.0149  -0.0619  0.0398
Si  3.8672  0  38.3383  0.027  -0.0965  0.0214
Si  7.7343  0  38.3383  -0.0096  -0.0031  0.0246
Si  1.9336  3.3491  38.3383  -0.0074  -0.0828  -0.0041
Si  5.8008  3.3491  38.3383  -0.0207  -0.1122  -0.0002
Si  9.6679  3.3491  38.3383  0.057  -0.1138  -0.0007
Si  0  6.6981  38.3383  0.0945  -0.0334  0.0005
Si  3.8672  6.6981  38.3383  -0.0636  -0.0808  0.013
Si  7.7343  6.6981  38.3383  0.008  -0.0449  0.0157
Si  1.9336  10.0472  38.3383  -0.0295  0.0921  0.0155
Si  5.8008  10.0472  38.3383  -0.1261  0.1797  0.0106
Si  9.6679  10.0472  38.3383  0.0654  0.1327  0.0013
Si  0  2.2327  39.1276  0  0.0734  0.0194
Si  3.8672  2.2327  39.1276  -0.0064  0.0826  -0.0142
Si  7.7343  2.2327  39.1276  -0.0069  0.0392  0.0008
Si  1.9336  5.5818  39.1276  -0.0079  0.028  0.0554
Si  5.8008  5.5818  39.1276  -0.008  0.0162  -0.0075
Si  9.6679  5.5818  39.1276  0.0024  0.0265  -0.0027
Si  0  8.9308  39.1276  0.0067  -0.017  -0.012
Si  3.8672  8.9308  39.1276  0.0437  -0.0018  -0.0411
Si  7.7343  8.9308  39.1276  -0.0041  -0.0065  -0.0831
Si  1.9336  12.2799  39.1276  0.0229  -0.0244  -0.0103
Si  5.8008  12.2799  39.1276  -0.0165  -0.0378  0.033
Si  9.6679  12.2799  39.1276  -0.0074  -0.0706  -0.0034
Si  -4.975  5.4239  27.1547  0.0102  0.0005  0.017
Si  8.992  -5.5814  20.1144  0.0019  0.0055  0.0067
Si  6.138  -6.3012  20.0244  -0.0024  0.0017  -0.0005
Si  -1.6303  0.7503  19.7546  -0.0044  -0.0003  0.0025
Si  4.0697  2.6554  29.4222  0.0138  -0.0001  0.0062
Si  9.7487  -1.1505  28.7772  0.0003  -0.0054  -0.0013
Si  -5.6199  4.0821  29.0364  -0.0017  -0.0065  -0.0058
Si  9.1252  12.8273  22.2738  -0.0021  -0.0002  0.0053
Si  5.947  6.0424  30.2758  -0.0055  0.0167  -0.0215
Si  3.9073  8.7207  31.8035  -0.0051  -0.0063  0.0002
Si  9.6567  5.5453  32.329  0.0022  0.0023  0.0198
Si  11.696  7.2402  29.7684  -0.0118  0.0045  0.0161
Si  0.938  0.0112  29.4512  -0.0079  0.0019  0.0124
Si  0.1337  2.4405  29.628  -0.0058  -0.0012  0.0052
Si  5.0269  0.2707  20.2704  -0.0008  -0.0017  0.0021
Si  2.0119  3.7558  28.9756  -0.0014  0.0147  0.0063
Si  6.869  9.0499  28.4874  -0.0144  0.0126  -0.0064
Si  11.6354  8.6763  31.8563  0.0022  0.0004  -0.0002
Si  5.1683  4.3761  25.6824  -0.0007  -0.0005  0.0081
Si  4.7951  10.2588  15.3833  0.0044  0.0068  0.0049
Si  8.0716  10.0394  22.2177  0.0012  -0.0028  0.0002
Si  2.0777  5.9477  29.8991  -0.0059  -0.0258  -0.0041
Si  3.9325  15.5946  31.8471  -0.0049  0.0016  -0.0027
Si  10.0205  10.8413  24.2928  -0.0031  0.0039  0.0042
Si  0.0085  2.2835  32.0023  0.0021  -0.0013  -0.0006
Si  5.7708  -1.6012  29.709  -0.0058  0.0009  0.0139
Si  7.7606  2.1949  31.9291  0.0012  -0.0003  -0.0005
Si  1.9824  5.5472  32.1893  -0.0055  0.0086  0.001
Si  5.8117  5.5609  32.4803  -0.0049  -0.0013  0.0085
Si  9.7225  3.8034  28.8704  0.0086  0.0107  0.0078
Si  -1.8676  5.9338  30.0733  0.0072  -0.0091  -0.0307
Si  2.228  4.3098  26.7357  -0.0053  -0.002  0.0089
Si  7.7766  8.6825  32.1149  -0.0028  0.0026  -0.0027
Si  1.7651  12.4017  31.7144  -0.0005  0.0005  0.0008
Si  5.7669  12.1505  32.0093  0.0014  0.001  0.0008
Si  9.5497  12.1538  31.9721  0.0018  0.0015  0.0036
Si  1.9561  1.1306  32.7404  0.0007  0.0032  0.0067
Si  5.8227  1.0437  32.711  0.0009  0.0015  0.006
Si  9.6878  1.0517  32.731  -0.0031  0.002  0.0046
Si  0.0216  4.4411  32.9035  0.0008  -0.0034  0.0056
Si  3.8712  4.3505  32.8786  0.0036  -0.0067  0.0044
Si  7.7447  4.3522  32.9457  -0.0004  -0.0063  0.0036
Si  1.9877  7.7816  32.8564  0.0011  0.0001  0.0043
Si  5.7797  7.8253  32.9997  0.0003  0.0031  0.0055
Si  9.7394  7.7763  32.986  0.0001  -0.0016  0.0037
Si  -0.0293  11.0534  32.5748  -0.0015  -0.0011  0.0046
Si  3.726  11.083  32.5286  -0.0025  0.001  0.0052
Si  7.6791  10.9953  32.8014  -0.0014  -0.0032  0.0073
Si  1.9448  1.1228  35.1433  -0.0004  -0.0001  0.0023
Si  5.8029  1.1103  35.1259  0.0004  -0.0014  0.0031
Si  9.6686  1.1082  35.1377  -0.0008  -0.0019  0.0028
Si  0.0066  4.4606  35.2356  -0.0009  0.0021  0.0026
Si  3.8627  4.4406  35.2186  -0.0016  0.0009  0.0038
Si  7.7403  4.4428  35.2592  0.0024  -0.0009  0.0041
Si  1.9412  7.8305  35.2067  -0.0022  -0.0002  0.0025
Si  5.7902  7.8386  35.2968  -0.0005  0.0024  0.0028
Si  9.6841  7.8253  35.2853  0.0023  0.0001  0.0047
Si  0.0009  11.1356  35.0658  -0.0007  -0.0015  0.0033
Si  3.8308  11.1398  35.0454  -0.0006  -0.0011  0.0037
Si  7.7299  11.1335  35.1736  0.0002  -0.0009  0.0018
Si  -0.0107  0.0074  5.1277  -0.0055  -0.0037  -0.0024
Si  3.8583  -0.0009  5.12  -0.0008  -0.0017  -0.003
Si  7.7371  0.0066  5.1162  0.0014  -0.0039  -0.005
Si  1.9127  3.3536  5.0999  0.0002  0.0004  -0.0059
Si  5.8092  3.3708  5.1134  0.003  -0.0018  0.0035
Si  9.6665  3.336  5.104  -0.0001  -0.0093  0.0032
Si  -0.0019  6.722  5.0737  0.0078  0.004  0.0008
Si  3.8922  6.7166  5.1974  0  -0.0014  0.0019
Si  7.7605  6.6856  5.1813  0.0095  -0.0026  -0.0069
Si  1.945  10.0472  5.1775  -0.0023  -0.0018  -0.0007
Si  5.786  10.0271  5.1766  -0.0002  0.001  -0.0018
Si  9.6745  10.0767  5.0463  0.0078  0.0071  -0.0006
Si  -0.0359  0.0468  7.4944  0.0051  0.005  0.0019
Si  3.8269  0.0551  7.4756  -0.0024  -0.001  -0.0032
Si  7.7071  0.0661  7.4706  -0.0003  0.0043  0.0074
Si  1.853  3.4366  7.4419  -0.0048  0.0067  0.0013
Si  5.8148  3.4724  7.4675  0  0.0065  -0.0098
Si  9.6905  3.3203  7.4563  0.0003  0.0127  -0.0162
Si  0.0727  6.8398  7.3972  -0.0152  -0.0009  -0.0073
Si  4.0284  6.8024  7.6262  0.0022  -0.0023  -0.0079
Si  7.9362  6.6848  7.5857  -0.0049  0.0011  0.0165
Si  1.9894  10.0912  7.5891  0.002  0.003  -0.0007
Si  5.7718  10.0199  7.5859  -0.0041  -0.0048  -0.0026
Si  9.6841  10.2081  7.3596  -0.0013  -0.0013  -0.0141
Si  -0.0164  2.24  8.3643  -0.0101  -0.0107  0.0002
Si  3.8311  2.3617  8.0645  0.017  -0.0048  -0.0001
Si  7.6956  2.3019  8.2544  -0.0008  -0.0072  0.0047
Si  -2.1975  5.969  11.9062  0.0296  -0.0208  0.1251
Si  11.3924  2.4985  10.7837  0.0139  -0.0083  -0.0001
Si  11.0466  9.3125  10.538  -0.004  -0.0152  0.0538
Si  -0.0421  9.0984  8.2294  0.0096  -0.0093  -0.0349
Si  3.8411  8.9764  8.6536  -0.006  0.0027  0.0014
Si  7.8529  8.9921  8.1377  0.0008  0.004  -0.0018
Si  1.8765  12.3506  8.2905  -0.006  -0.0043  -0.0021
Si  5.6779  12.3138  10.497  -0.0005  0.0067  0.0267
Si  7.613  15.6822  10.6097  -0.0122  -0.0127  -0.0092
Si  -4.0161  7.5948  11.5454  -0.031  0.0103  -0.0255
Si  -1.4103  -3.9098  17.7974  -0.0035  -0.0017  -0.0091
Si  2.4328  -1.4355  16.2226  -0.0015  0.0005  -0.0015
Si  2.0006  5.7183  8.1029  0.0094  0.0008  -0.0105
Si  5.9878  5.6516  8.438  -0.0061  -0.0035  0.0218
Si  13.1557  1.22  17.5684  -0.0031  -0.0056  0.0007
Si  4.6698  7.7128  13.8119  -0.025  -0.0247  0.0012
Si  6.0734  5.7118  10.8732  0.001  -0.012  -0.0115
Si  4.2644  5.7211  18.0636  -0.0015  -0.0044  -0.0057
Si  3.6493  11.5644  11.5017  -0.0163  -0.0212  0.0135
Si  2.5531  9.4483  21.419  -0.0026  -0.0002  0.0032
Si  9.4532  14.7095  11.6754  -0.012  -0.0028  0.0049
Si  7.6418  -2.1518  11.3791  -0.0059  0.0032  -0.0083
Si  8.4264  1.9457  13.8301  0.0004  -0.0036  0.0093
Si  9.6163  -1.0032  8.3432  -0.002  0.004  -0.003
Si  3.3698  9.0982  11.281  0.0096  0.0076  0.0052
Si  5.7784  -1.0948  8.1851  0.0004  0.0059  -0.0172
Si  11.3684  -1.8998  11.569  -0.002  -0.0091  0.0141
Si  5.5454  14.6083  11.1992  0.0632  0.0067  -0.0329
Si  3.7798  4.8081  11.1313  0.0067  0.0045  -0.007
Si  9.4913  12.5595  10.7666  0.0065  -0.004  0.0019
Si  0.8788  4.6056  14.8092  0.0282  0.0062  0.0173
Si  3.782  15.9183  10.3416  -0.0247  0.0052  0.0124
Si  13.315  12.5852  10.6408  0.0152  0.0198  0.0025
O  -10.5124  -6.4413  24.0059  -0.0016  -0.0006  0.0036
O  -3.0339  9.0976  21.0048  0.0006  -0.0044  0.0105
O  13.0927  4.8561  16.2902  0.0011  -0.0047  -0.0048
O  14.0096  26.9426  16.6401  -0.0014  0.0008  0.0026
O  4.4244  -3.3405  25.9912  0.0006  0.0055  0.0028
O  -12.9857  -1.0705  15.8153  -0.0009  -0.0004  0.0007
O  15.7232  -4.1274  21.7411  0.0006  -0.001  0.0033
O  9.0265  23.1951  23.5276  -0.0106  0.0046  -0.0086
O  7.0618  8.5591  12.8638  0.0386  -0.0308  -0.0296
O  31.0917  3.4681  13.4322  0.0027  0.01  -0.004
O  -22.042  11.6995  15.2394  -0.0058  0.0019  0.002
O  -7.2758  -12.0618  14.3868  -0.0023  -0.0052  -0.003
O  -4.8231  -12.6128  26.7626  -0.0029  -0.0002  -0.0005
O  14.9373  0.6138  23.0934  0.0019  0.0005  0.0025
O  15.8645  -14.7073  29.0958  -0.004  0.0017  -0.0016
O  11.9009  4.2628  18.5509  0.0002  -0.0041  -0.0004
O  2.0738  -0.0611  28.2691  0.0024  -0.0016  -0.0048
O  -1.6838  32.4389  22.9743  -0.0014  -0.0006  0.0014
O  -13.7471  1.8898  15.1353  0.0048  -0.0051  0.002
O  -7.7738  -15.2385  15.4972  -0.0012  0.0039  0.0031
O  -1.2269  17.7486  20.7166  0.001  -0.0046  -0.0061
O  11.9542  21.4373  26.3484  -0.0033  0.0026  0.0057
O  15.5559  12.6815  26.5286  -0.0002  -0.0025  0.0018
O  13.0032  -7.718  26.3343  -0.0006  -0.0031  0.0022
Si  -4.9172  0.4921  17.6673  0.001  -0.0014  0.0007
Si  7.5291  0.6788  28.2215  0.0064  0.0189  0.0098
Si  8.1009  2.2271  23.2461  -0.0038  -0.0043  0.0015
Si  15.2793  13.2107  28.0644  0.0004  0.0015  0.0042
Si  3.5149  4.9665  13.4036  0.0134  -0.0286  0.0024
Si  -2.509  5.1646  26.9338  -0.0179  0.0019  0.0103
Si  -0.418  -6.4578  13.1745  -0.0598  0.0122  -0.0346
Si  19.3569  -10.7503  29.556  -0.0122  -0.0029  -0.0005
Si  -3.6438  -10.6291  19.0385  -0.0009  -0.0039  0.004
Si  11.095  1.8172  15.2751  -0.0034  -0.0076  0.0032
Si  -7.6719  0.7344  12.9132  -0.0476  -0.0107  0.0129
Si  4.0609  -6.0992  29.634  0.0189  0.0105  0.0124
Si  15.3864  -1.9451  25.447  -0.0016  0.0022  0.0023
Si  9.3769  -1.0466  17.2371  -0.0036  -0.0006  -0.0028
Si  6.762  20.2932  15.1911  0.02  0.0031  -0.0034
Si  5.7018  -11.7143  15.2357  0.0118  0.0102  0.0087
Si  1.3115  -2.1935  23.7329  -0.0035  0.0003  -0.0004
Si  36.7868  -11.9367  11.4473  -0.0095  -0.0003  -0.0045
Si  13.0545  -19.6621  25.5779  -0.0014  -0.0024  -0.0027
Si  13.2325  5.8175  10.3788  0.0025  0.0137  0.0244
Si  10.9697  18.2932  10.424  -0.0471  0.0415  -0.0679
Si  17.9501  1.5582  25.4033  0.0033  0.004  -0.002
Si  1.1219  7.8425  11.506  0.0038  0.007  -0.0233
Si  9.9528  32.2922  8.2906  0.0412  -0.038  -0.0318
Si  -4.2682  -3.2816  13.4525  0  -0.01  0.0118
Si  16.3497  -0.1961  23.2329  -0.0015  -0.0021  0.0033
Si  -2.3126  10.4428  27.371  -0.007  0.0007  0.0078
Si  9.3973  -4.8034  14.9257  0.0018  -0.0041  -0.0009
Si  1.7038  -6.6667  22.5152  -0.0022  0.0002  0.0025
Si  8.5554  9.2978  10.3294  0.001  0.0071  0.0112
Si  5.368  -5.0837  17.5371  -0.0012  0.0095  0.005
Si  5.586  4.1019  15.602  -0.0108  0.0142  -0.0122
Si  -0.1975  -1.0227  14.6534  -0.0019  -0.0025  -0.0014
Si  1.7456  14.0148  22.7076  -0.0026  -0.0013  0.0015
Si  -13.0915  4.3646  23.9725  0.0006  0.0014  0.0035
Si  3.9454  18.152  22.8945  -0.0015  0.0012  -0.0001
Si  -6.2202  7.5131  27.5455  0.0149  -0.0008  -0.0035
Si  10.9397  -5.6239  27.6088  0.0019  -0.0054  -0.0026
Si  7.8513  7.4997  30.0056  -0.0051  -0.0066  0.0166
Si  1.9246  0.1249  19.6559  0.0013  0.0008  0.0036
Si  24.6204  -2.7363  18.8232  -0.0022  0.0009  0.0022
Si  -10.1785  16.6171  24.1455  -0.0028  -0.0001  0.0025
Si  10.6767  16.962  19.338  -0.0038  0.0076  0.0012
Si  16.9562  8.5961  22.5456  -0.0034  0.0028  0.0045
Si  1.7275  4.2224  17.7663  -0.0037  0.0008  -0.0069
Si  22.3114  19.1027  21.5425  -0.0002  -0.0004  0.0008
Si  -3.8156  17.6237  11.9231  -0.0186  0.0482  0.0034
Si  -18.7954  -4.9524  25.617  0.0082  -0.0021  0.0049
Si  5.9243  16.5611  21.1448  -0.0013  -0.0002  0.0023
O  15.7017  7.248  17.4481  -0.0065  -0.0035  0.0028
O  0.106  -25.25  16.7816  -0.0032  0.0014  0.0031
O  2.872  7.8972  25.6418  -0.0052  -0.0022  0.0003
O  -1.4972  -0.1314  18.3903  0  -0.0019  -0.0009
O  -5.7821  -4.9606  19.1098  -0.0029  -0.0013  0.0051
O  -26.9434  12.9214  17.0832  0.0026  -0.0007  0.0033
O  26.7365  19.922  13.9395  0.0013  0.0091  0.0087
O  6.7607  32.0459  15.3562  -0.0109  0.0051  0.0007
O  10.5733  -5.0862  13.8369  -0.0038  0.0148  0.0034
O  22.9743  -0.9774  28.8531  0.0004  -0.0012  0.0011
O  -3.3397  14.1351  22.6441  -0.0019  0.0062  0.0034
O  28.5221  -0.4736  21.7152  -0.0017  0.0002  0.0021
O  10.2526  7.0516  20.7817  -0.0099  0.0056  -0.0061
O  20.707  13.5933  28.0643  -0.0021  -0.0013  -0.0019
O  21.81  9.2006  27.875  -0.0025  0.0049  0.0019
O  7.1945  2.0599  17.7939  -0.0008  0.0039  0.0034
O  19.9507  20.7148  14.9159  -0.0149  -0.0013  0.0001
O  12.5837  -0.6707  23.3077  -0.0019  -0.0012  0.002
O  16.5999  -5.207  24.0925  -0.0008  0.0019  -0.0001
O  -9.5503  17.7236  13.7278  0.0011  -0.001  0.0088
O  -7.0722  -14.9955  24.0301  -0.0017  0.0012  0.0021
O  -13.3595  20.0284  27.1005  0.0002  -0.0007  -0.0032
O  54.1465  6.7793  19.9332  -0.0007  0.0008  0.003
O  6.869  -10.4752  22.4424  0.0012  -0.0021  0.0051
O  -13.7272  -5.0572  18.6714  -0.0034  0.0004  0.0088
O  11.6209  0.5818  14.3207  0.0013  -0.0002  0.0017
O  1.5551  14.1942  21.1009  -0.002  -0.0026  -0.0028
O  6.0988  -13.498  19.0812  0  0.0001  0.0017
O  21.0031  18.0332  25.4058  0.0007  -0.0006  -0.0027
O  39.573  4.219  21.5963  -0.0014  0.0006  0.0025
O  -18.2051  18.3006  24.1341  -0.0026  -0.0014  0.0028
O  16.7149  1.8681  20.5855  -0.0017  0.0027  0.0032
O  5.2736  16.1313  25.7145  -0.0017  -0.0022  -0.0009
O  23.163  -3.0248  24.0721  0.0001  0.0016  0.0023
O  10.2269  -17.9238  16.2956  -0.0016  0.003  0.009
O  -13.9705  12.0948  30.3276  -0.002  0.0003  -0.0006
O  -2.329  -2.5654  17.7989  -0.0032  0.0018  0.0026
O  21.78  13.2199  21.0771  0  0.0018  0.0005
O  -3.8599  9.8895  27.3592  0.0004  -0.0025  0.0016
O  -3.4271  11.6046  21.7492  -0.0004  -0.0095  0.0022
O  15.9067  28.0853  28.4394  -0.0007  0.0036  0.0028
O  6.7962  12.7967  28.9314  0.0008  -0.009  0.0009
O  16.869  5.876  19.3569  -0.0028  0.0018  0.0025
O  -0.4659  -1.8085  13.2471  -0.0017  0.0062  -0.0098
O  -16.6561  9.6945  22.6143  0.0061  0.0005  -0.0021
O  -17.4475  -12.7604  24.2003  -0.0032  -0.0007  0.0023
O  -3.8745  -11.1957  24.8294  -0.0031  -0.0027  -0.0005
O  -0.5531  1.9905  19.6517  -0.0004  0.0013  0.0009
O  11.6682  9.8508  18.3986  -0.0012  -0.001  0.0041
O  18.1539  -5.7891  16.6629  -0.0008  -0.008  -0.0044
O  23.1709  -10.1283  14.7393  -0.0142  -0.0145  -0.003
O  13.6394  37.4012  22.4165  -0.0031  0.0012  0.0037
O  35.9024  12.0948  19.5487  -0.0015  0.0013  0.0039
O  4.4625  21.6306  12.2149  0.0133  0.0064  0.0112
O  17.6909  10.5963  14.4298  -0.0107  -0.0025  -0.0038
O  -17.6556  14.0491  16.5183  -0.0078  -0.0001  0.0012
O  32.8657  10.9251  25.8638  -0.0001  0.0035  -0.0032
O  20.116  1.4896  19.9211  -0.0036  0.0018  -0.0001
O  -6.9603  4.1774  14.2657  -0.0287  0.0065  0.0145
O  3.7925  -0.9382  12.945  0.0062  0.0022  -0.0185
O  0.7279  19.1062  21.7163  -0.0012  -0.0003  0.0022
O  38.8662  8.9709  14.6906  -0.0078  0.0019  0.0041
O  9.254  3.6128  18.5007  0.0024  0.0009  0.0048
O  17.4151  20.7148  21.6157  -0.001  -0.0001  0.0009
O  11.7096  4.161  24.1316  -0.0024  0.0004  0.0034
O  0.0553  -7.4597  14.3916  0.0098  -0.0102  0.0344
O  -22.2066  15.2274  23.4655  -0.0039  0.0026  0.0031
O  30.1314  3.656  19.9375  0.0009  -0.0012  0.0008
O  21.4513  -1.0661  23.6411  -0.0027  -0.001  0.0004
O  25.5402  -16.9927  19.8494  -0.0022  -0.0002  0.0022
O  26.4465  19.582  22.5391  -0.0016  0.0006  0.0019
O  -8.7923  -8.2401  18.5519  0.0002  -0.0013  -0.0023
O  5.1403  -3.5926  16.9275  -0.0015  -0.0017  -0.0017
O  -6.7758  -8.7771  16.9824  0.0042  -0.0008  0.0032
O  37.5058  -9.6117  23.3068  -0.0017  -0.0009  0.0025
O  13.2897  -5.2807  21.6963  -0.0019  -0.0008  0.0017
O  15.3917  -8.6539  26.498  0.0032  -0.0004  -0.0039
O  7.0449  14.6061  14.3684  -0.003  -0.0169  0.0007
O  25.4164  -15.6088  25.093  -0.0015  -0.0005  0.0034
O  -21.3616  -10.3245  25.7201  -0.0003  0.0002  0.0019
O  3.5566  -0.1423  19.6936  -0.0068  0.0004  0.0013
O  13.8996  -2.4387  17.4955  0.0006  -0.0033  0.001
O  -2.9864  23.3592  14.4744  -0.0008  0.0086  0.0063
O  -2.1158  -23.7271  23.2058  -0.0019  -0.0018  0.0004
O  48.7056  2.6878  17.653  -0.0018  0.0116  0.0032
O  -17.0686  -3.182  29.4267  0.0003  -0.0157  0.0031

Results
free energy: -215752.344 eV
free energy less fixed offsets of O -568.88, Si -635.61 eV per atom: 6.466 eV

The program warned: the cutoff lies below the one the program advises for these potential files; the exchange-correlation potential is rough where the density is thin.
